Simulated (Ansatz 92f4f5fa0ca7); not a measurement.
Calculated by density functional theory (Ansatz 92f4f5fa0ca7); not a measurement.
Periodic cell of 150 atoms, Si88O58N4, from a study of silicon, its oxide and their interface. The atomic structure is a simulated model.

Settings: functional r2SCAN; potential files Ansatz norm-conserving; basis plane waves; wave-function cutoff 1300 eV; density cutoff ratio 4; exchange-correlation grid ratio 1; k mesh 2 x 2 x 1, shifted by 0.5 0.5 0.5 of a step; self-consistency stop 5e-08 eV per atom in the density residual; occupations Fermi-Dirac, 0.05 eV; spin none; net charge 0.

Cell vectors (angstrom)
a	10.88	0	0
b	0	10.88	0
c	0	0	21.3512

Atoms: element, x, y, z (angstrom)
Si	0.3613	-0.326	0.0694
Si	2.2501	3.2372	-0.6272
Si	0.1171	5.5146	0.2774
Si	2.2317	8.2213	-0.2994
Si	5.9308	-0.1443	0.5431
Si	7.8047	3.1539	-0.5357
Si	5.8446	5.5369	-0.5567
Si	8.5449	8.3943	0.2486
Si	1.5298	1.4202	1.1692
Si	4.3615	3.8971	0.9415
Si	1.3095	6.8693	1.5438
Si	4.0435	9.203	1.1798
Si	6.7437	1.7816	1.2855
Si	9.5179	3.794	1.0884
Si	6.9752	6.931	0.704
Si	10.179	9.7055	1.7036
Si	0.278	2.8281	2.4287
Si	3.3677	0.2168	2.092
Si	-0.1422	8.0522	3.2326
Si	3.1104	5.5216	2.3386
Si	5.5255	3.0085	2.8328
Si	8.6309	0.2089	2.9563
Si	5.6789	7.8668	2.4045
Si	8.0587	5.3557	2.7789
Si	1.58	4.3646	4.0684
Si	4.0979	1.3851	4.0021
Si	1.5138	9.6564	3.8272
Si	4.4983	6.3365	4.094
Si	7.4486	3.3784	4.1675
Si	9.7565	1.7342	4.6159
Si	6.6806	9.5136	3.9127
Si	9.3569	6.8351	4.4386
Si	0.5011	0.3359	5.5151
Si	2.5722	2.8834	5.1607
Si	0.0215	5.6645	5.4554
Si	2.9039	7.9264	4.995
Si	5.3651	-0.2887	5.3271
Si	7.8074	1.8983	6.3759
Si	5.687	4.87	5.2642
Si	8.5035	8.7043	5.3379
Si	1.9824	1.3917	7.1737
Si	3.8984	3.7178	7.014
Si	1.3669	6.6274	6.8947
Si	3.6627	9.1481	6.7944
Si	6.1108	0.71	7.2995
Si	9.8533	3.4984	6.2672
Si	6.9272	6.731	6.2944
Si	9.9859	9.912	6.6823
Si	0.3371	2.4365	8.5568
Si	3.0069	-0.1369	8.419
Si	-0.306	8.1138	8.1513
Si	2.7348	5.2423	8.1686
Si	4.5139	2.0693	8.2403
Si	8.5502	0.5006	8.1998
Si	5.5125	8.1096	7.7944
Si	8.5677	5.491	7.3498
Si	1.1383	4.3562	9.3622
Si	4.5604	1.4003	10.5776
Si	1.1067	9.3958	9.6401
Si	4.7751	6.4981	9.7088
Si	6.2521	3.6955	9.3708
Si	10.2407	1.0729	10.2886
Si	6.1318	10.1083	8.7078
Si	9.6382	6.4354	9.316
Si	-3.0905	-1.5757	13.3094
Si	-0.4981	-2.8172	14.0335
Si	3.3914	1.6972	15.554
Si	7.3102	-2.881	10.7943
Si	0.5053	3.3872	12.3479
Si	8.3777	4.5005	11.4652
Si	4.1902	6.8628	18.8522
Si	1.9818	-2.0332	12.6689
Si	-3.4898	-0.1106	11.0242
Si	4.7285	7.2764	12.4187
Si	-2.5845	5.3208	16.3233
Si	5.4777	4.3831	12.4664
Si	-9.6522	2.9454	17.8645
Si	-9.0614	6.9935	16.9648
Si	-5.0698	3.8433	15.3613
Si	-2.6451	8.2312	16.116
Si	-0.35	5.713	18.4901
Si	10.9697	5.5114	14.5754
Si	2.1242	1.1829	12.8663
Si	-1.0169	12.4909	19.1821
Si	5.4921	9.6644	19.2117
Si	-7.1522	9.5578	16.6734
Si	8.6159	9.6564	18.6307
Si	5.5775	7.0843	15.4173
O	1.4623	-1.2316	-0.6759
O	0.0377	0.954	20.2674
O	2.3637	3.0384	19.0754
O	1.2214	4.3979	0.122
O	-0.1463	2.1551	18.0231
O	-1.721	8.9545	20.0537
O	-3.8317	9.8911	18.6002
O	3.0075	7.1025	19.9875
O	5.1647	-0.1172	20.3092
O	1.1732	6.1174	15.6746
O	7.2235	4.6044	-1.0539
O	8.9409	2.6712	19.684
O	-9.8291	8.5411	13.9044
O	5.0262	5.4264	19.1984
O	9.2715	11.1966	18.6575
O	9.6666	3.8785	12.041
O	1.4533	3.9181	11.0495
O	3.1862	1.5003	11.653
O	2.8891	2.0713	13.9558
N	5.7474	0.1257	10.4054
O	0.112	10.5374	10.5577
O	1.8044	8.7476	11.0775
N	5.5857	7.6572	10.9705
O	7.4586	9.3764	9.9695
O	2.1813	-0.3112	13.1725
O	8.9082	0.6523	11.1001
O	3.2182	7.8145	13.0566
N	8.2319	6.3194	10.4675
O	10.9613	5.6053	9.3216
O	-3.6963	-0.2511	12.669
O	-3.9194	4.9239	12.3192
O	3.5002	0.0681	15.6402
O	-1.4853	-1.9674	13.1072
O	5.6104	3.4117	13.6811
O	9.0372	-2.2823	17.5712
O	7.7683	-7.2573	10.2351
O	7.2957	-2.6195	12.3124
O	-0.5216	-4.2681	13.3418
O	0.6466	1.7209	12.6072
O	2.2743	8.7328	16.8258
O	5.3179	5.4283	15.2946
O	-1.6918	-5.3898	17.6254
O	-6.5768	10.1865	18.0989
O	-10.5825	7.0563	17.9625
O	-3.4765	9.3224	15.0968
O	-10.0094	4.2163	13.6443
O	4.6208	13.4656	15.8403
O	-0.6283	6.2186	20.2678
O	5.3746	4.9139	9.5331
O	5.4464	7.9756	19.1928
O	-10.3883	4.4683	18.1336
O	-6.2222	-2.4011	16.0098
O	-5.3055	2.857	11.1728
O	-7.6866	6.221	17.6042
N	-3.3956	6.7534	15.9152
O	-12.1801	5.0181	15.3154
O	-6.7516	-5.5243	12.3019
O	-1.2214	7.914	15.4256
O	2.212	13.3442	16.5364
O	7.2811	9.9339	21.71
O	5.6323	7.6281	13.8346
O	7.2836	3.9568	15.9062

Results
free energy: -38388.784 eV
free energy less fixed offsets of N -289.75, O -463.61, Si -117.95 eV per atom: 39.196 eV
pressure: -3.99 GPa
stress xx, yy, zz, yz, xz, xy (GPa, positive in tension): 3.9, 3.46, 4.62, 0.71, -0.91, -0.59

Forces (eV/angstrom), in the order of the atoms: element, x, y, z
Si	1.3686	4.7005	-2.6725
Si	0.2482	-0.4044	2.6822
Si	-3.7633	0.0854	-1.0789
Si	1.692	-0.4716	1.5247
Si	-2.0463	-1.8261	-1.8196
Si	1.2101	0.6521	1.3719
Si	-0.7687	-4.4202	-2.1116
Si	0.8142	5.5797	-1.9369
Si	1.2661	-0.3969	-0.9662
Si	-0.5371	1.9864	-0.7872
Si	0.4779	2.0684	0.8789
Si	1.1899	-0.8844	-0.1274
Si	1.4403	0.4162	0.1975
Si	-0.9483	1.9434	1.4819
Si	-0.0398	-0.6596	2.4782
Si	-3.5955	-2.1987	1.6484
Si	-0.6925	0.3432	2.148
Si	-2.051	0.664	1.7378
Si	2.7481	1.0951	-2.2632
Si	-0.4266	-0.883	0.4947
Si	-0.1026	-0.6554	-0.0815
Si	-1.2509	0.66	-0.4678
Si	-1.1081	0.68	1.0628
Si	0.7677	-0.7079	-0.7921
Si	-2.2947	2.2383	-3.4416
Si	0.7878	-0.0931	-0.1007
Si	0.5616	-0.1061	0.6415
Si	-0.9591	1.7893	-2.0703
Si	-1.0044	1.4628	0.4539
Si	-0.3968	-0.2849	-1.4163
Si	2.6329	-0.3845	-1.1291
Si	-1.7454	-0.7689	-1.7059
Si	1.4848	-0.4253	-0.3039
Si	2.4068	-3.139	3.0206
Si	0.3592	-2.8797	-0.216
Si	-0.9748	0.0477	1.0607
Si	-2.3746	0.8634	0.9288
Si	1.5654	1.0594	-0.4741
Si	1.0433	-0.7216	1.5683
Si	-1.9618	-0.4361	0.0709
Si	-2.0794	0.7581	-1.3931
Si	0.4302	1.9908	-3.3172
Si	0.8784	2.286	0.1334
Si	1.4619	0.3031	-0.7677
Si	-0.5676	2.5961	-3.2832
Si	-0.4528	0.702	1.5806
Si	-0.0197	0.5699	0.6858
Si	-2.054	-0.6016	1.8038
Si	-1.1531	-0.4101	-1.623
Si	0.0959	-2.0398	0.7285
Si	1.9784	1.0798	-0.7516
Si	1.3552	1.8951	0.2611
Si	1.2073	-1.3086	2.1577
Si	1.025	0.1052	-1.421
Si	-0.3484	-2.1322	0.4294
Si	0.3239	-0.688	-0.0511
Si	-0.3397	-0.8921	3.4731
Si	-0.7557	2.7648	1.5156
Si	0.0238	1.8194	1.9942
Si	0.2215	0.8879	-2.6551
Si	3.3285	-5.0886	1.4405
Si	-0.208	-1.2108	-1.6003
Si	-0.424	-1.606	3.8073
Si	-4.6522	0.1284	-0.7164
Si	2.0941	1.2055	5.3206
Si	0.0592	0.6023	-1.6228
Si	-3.958	0.5771	-1.5662
Si	-0.7284	-6.741	-0.6344
Si	-0.9836	1.0917	-2.5427
Si	-4.8727	3.2146	-2.515
Si	-0.0442	-2.8246	1.9787
Si	2.5889	3.1328	0.5979
Si	-0.3168	2.9308	0.3482
Si	-1.5338	-1.1373	2.8257
Si	0.9378	-1.811	-2.0703
Si	-1.4888	-2.7731	-2.6038
Si	2.1427	1.1389	-1.0252
Si	-1.9926	1.9012	1.0482
Si	-4.4273	-1.8421	-3.3822
Si	2.13	1.538	-0.4662
Si	-2.0273	2.0695	3.089
Si	-0.7487	-1.4657	-2.0445
Si	3.6381	0.9334	-1.0004
Si	3.8155	-3.8752	1.4831
Si	0.6263	0.8597	-3.2123
Si	-2.2338	3.0483	0.1325
Si	1.0012	2.3302	4.5445
Si	1.7398	0.0949	-1.9753
O	0.8201	-2.1697	-1.091
O	-0.4314	-0.9551	1.5262
O	-1.0746	-0.1665	1.0627
O	3.3285	-2.5053	-3.4953
O	2.4012	0.5178	-2.4033
O	-1.1603	-0.4184	0.8207
O	-2.8778	-0.1524	0.289
O	-0.7486	2.0465	0.2223
O	0.9641	-0.1363	1.4679
O	0.6629	0.604	-0.2032
O	-0.9159	-0.511	0.3849
O	-4.3039	3.5082	1.7969
O	-2.5706	-0.5944	0.9906
O	0.0533	2.7825	1.7722
O	-3.4636	-5.4742	-2.6111
O	3.1582	-1.1245	0.9987
O	-1.9669	-0.0567	0.1265
O	2.2892	-0.6754	-3.2416
O	0.2073	-0.5418	3.5627
N	1.4641	-0.0125	-0.3054
O	1.8947	-1.2491	-1.8329
O	-0.7073	-0.1889	-0.7367
N	-3.2049	-2.9593	-0.6806
O	1.8444	0.1142	1.0127
O	-0.3014	-5.782	-0.9189
O	-3.2878	-0.0234	0.8336
O	1.8504	0.3781	-2.206
N	2.1245	1.7986	-0.0037
O	1.2421	-1.4885	2.0624
O	0.406	0.5997	-0.4403
O	2.4887	0.6407	-0.5488
O	0.416	-1.2748	2.1253
O	-0.7423	2.3694	0.4795
O	0.2407	-0.1678	4.5426
O	-1.9976	-0.3618	-3.1997
O	0.0105	0.3485	-0.7993
O	0.6004	-1.6207	0.7479
O	1.9435	-2.9256	2.1526
O	-1.6609	2.9443	-0.8061
O	-0.1787	-2.6595	0.2199
O	-1.4735	1.2988	1.0789
O	-1.9784	-0.0695	1.7148
O	0.5527	-1.9168	-0.8887
O	4.829	0.9862	-2.0514
O	1.7445	-1.0804	-1.5758
O	-1.4363	2.638	2.7766
O	5.3874	3.6628	0.7659
O	1.4029	-2.2691	-2.4637
O	-1.8382	5.5984	1.4047
O	-2.1869	0.4451	-0.8589
O	2.8481	-2.4496	-0.7296
O	3.4092	-4.3972	-0.863
O	-1.6398	0.6708	-0.4778
O	-0.4749	2.4323	-0.643
N	-4.4741	1.0793	0.6805
O	0.9431	-0.0725	-1.1888
O	3.6813	2.2315	0.2167
O	1.6292	0.3936	-0.1058
O	-1.8836	-0.0074	1.6666
O	2.1478	-2.4006	-0.5753
O	-1.4309	-1.9709	-0.0059
O	1.715	1.048	1.8308
